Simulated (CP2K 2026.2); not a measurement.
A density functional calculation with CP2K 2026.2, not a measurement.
Periodic cell of 507 atoms, Si360O147, from a study of silicon, its oxide and their interface. The atomic structure is a simulated model.
Doubt: the forces sum to 1.05 eV/angstrom along one axis rather than to zero, so they err by at least 0.0021 eV/angstrom per atom on average; the grid cutoff is modest.

Settings
functional: PBE
method: Gaussian and plane waves
basis set: DZVP-MOLOPT-SR-GTH
pseudopotentials: GTH-PBE
grid cutoff: 350 Ry, relative cutoff 50 Ry
k points: Gamma only
occupations: fixed
spin: none
net charge: 0

Cell vectors (angstrom)
a 16.32 0 0
b 0 16.32 0
c 1.1797 2.143 33.3767

Atoms and the computed forces on them: element, x, y, z (angstrom), force x, y, z (eV/angstrom)
Si 14.497 15.412 1.671 -0.004 0.05 -0.03
Si 0.942 1.865 1.38 -0.099 0.062 0.464
Si 15.489 3.528 1.528 0.216 -0.068 0.565
Si 0.704 7.403 1.534 -0.042 0.003 0.051
Si 15.353 9.151 1.565 0.103 -0.218 0.411
Si 1.15 12.223 1.537 0.081 0.103 0.668
Si 4.298 14.737 1.561 -0.088 0.151 0.595
Si 5.108 17.822 32.103 -0.065 -0.01 0.107
Si 4.668 3.551 1.107 -0.021 -0.544 0.359
Si 6.811 12.807 1.291 0.354 0.302 0.482
Si 5.446 10.533 2.707 -0.424 -0.146 0.344
Si 11.758 12.736 1.717 -0.03 -0.041 0.037
Si 10.053 14.391 1.608 0.063 0.023 0.017
Si 12.86 0.876 1.461 0.104 -0.22 0.557
Si 9.701 4.096 1.019 -0.147 0.005 0.791
Si 11.727 7.367 1.399 0.032 0 -0.06
Si 9.856 16.333 33.118 0.405 0.044 0.411
Si 15.375 14.089 0.008 -0.299 0.469 0.519
Si 16.331 16.422 2.737 0.053 -0.006 0.013
Si 2.826 2.803 2.552 0.021 -0.001 0.04
Si 16.276 5.464 2.685 -0.022 -0.044 -0.036
Si 2.607 8.178 2.697 0.039 -0.043 -0.064
Si 16.194 10.882 2.921 -0.012 0.052 -0.013
Si 2.714 13.501 2.761 -0.017 0.001 -0.009
Si 5.469 16.437 2.686 0.015 -0.071 0.007
Si 8.161 2.823 2.419 -0.019 0.01 -0.039
Si 5.908 5.852 2.804 0.17 0.19 0.453
Si 9.985 9.078 1.243 0.299 0.133 -0.07
Si 4.264 9.074 1.29 -0.346 0.448 0.18
Si 8.24 13.647 2.925 -0.091 0.013 -0.01
Si 10.988 16.293 2.64 0.018 0.027 -0.051
Si 13.727 2.626 2.788 0.011 -0.041 -0.03
Si 12.271 4.099 3.948 0.011 -0.002 -0.014
Si 13.527 8.19 2.714 -0.012 0.025 0.068
Si 10.798 10.811 2.742 0.009 0.024 0.027
Si 13.48 13.725 2.97 0.057 0.019 0.01
Si 15.036 1.361 4.245 0.024 -0.018 0.003
Si 1.464 4.171 3.994 -0.012 -0.023 -0.037
Si 14.852 6.743 4.069 0.026 0.038 -0.051
Si 1.387 9.576 4.163 -0.008 -0.019 -0.034
Si 14.851 12.279 4.201 -0.002 -0.032 0.012
Si 1.36 14.96 4.035 0.008 0.011 0.037
Si 4.031 1.383 4.033 -0.022 0.04 -0.036
Si 6.914 4.11 4.038 0.02 0.063 0.013
Si 4.071 6.814 4.011 0.013 -0.006 0.036
Si 6.795 9.347 4.178 0.054 0.02 -0.026
Si 4.123 12.107 4.031 0.053 -0.064 -0.051
Si 6.842 15.092 4.1 -0.02 0.01 -0.011
Si 9.507 1.404 3.846 0.014 -0.029 0.008
Si 10.881 5.473 2.564 -0.001 -0.029 -0.01
Si 9.503 6.657 4.1 0.036 -0.026 0.007
Si 12.26 9.577 4.123 -0.06 0.044 -0.061
Si 9.436 12.105 4.185 0.025 -0.01 -0.036
Si 12.157 15.053 4.294 -0.032 -0.019 0
Si 13.616 16.353 5.57 0.033 0.021 -0.006
Si 16.42 2.802 5.432 -0.004 -0.01 0.014
Si 13.554 5.405 5.448 -0.023 -0.009 0.024
Si 16.292 8.128 5.397 0.001 0.026 -0.029
Si 13.547 10.902 5.55 0.007 -0.003 0.054
Si 16.312 13.634 5.448 0.016 0.018 0.002
Si 2.71 16.323 5.41 0.01 -0.03 0.007
Si 5.452 2.753 5.346 -0.019 -0.014 -0.016
Si 2.781 5.452 5.427 -0.007 0.032 0.004
Si 5.36 8.11 5.512 -0.076 -0.011 0.022
Si 2.762 10.881 5.515 0.028 0.029 -0.002
Si 5.465 13.59 5.35 -0.018 -0.023 -0.004
Si 8.215 16.426 5.403 0.013 -0.003 0.028
Si 10.874 2.728 5.297 -0.007 0.007 -0.007
Si 8.211 5.354 5.535 -0.021 0.002 0.001
Si 10.86 8.138 5.389 0.016 -0.018 -0.036
Si 8.105 10.768 5.521 0.037 -0.032 0.029
Si 10.802 13.56 5.499 -0.019 0.019 0.005
Si 14.972 14.958 6.862 0 -0.024 0.011
Si 1.389 1.379 6.795 -0.019 0.013 0.005
Si 14.979 4.094 6.788 0.028 -0.006 -0.009
Si 1.364 6.797 6.768 -0.011 -0.018 0.013
Si 14.964 9.502 6.803 -0.001 0.017 -0.015
Si 1.366 12.267 6.803 -0.018 0.008 0.008
Si 4.088 14.939 6.739 -0.001 0.013 -0.011
Si 6.806 1.413 6.753 0.015 -0.014 -0.003
Si 4.122 4.08 6.776 -0.008 -0.01 0.008
Si 6.789 6.748 6.814 -0.024 0.033 -0.015
Si 4.072 9.508 6.881 0.006 -0.017 0.005
Si 6.772 12.232 6.79 0.009 0.036 -0.004
Si 9.48 14.988 6.803 0.015 0.006 -0.02
Si 12.21 1.423 6.793 -0.015 0.029 -0.016
Si 9.577 4.008 6.826 0.033 -0.024 -0.009
Si 12.208 6.79 6.788 0 0.005 -0.009
Si 9.523 9.454 6.826 -0.017 0.004 0.033
Si 12.191 12.259 6.878 0.016 -0.023 0.027
Si 16.338 16.347 8.171 -0.004 0.009 0.007
Si 2.758 2.721 8.145 0.015 -0.005 0.015
Si 16.329 5.448 8.152 -0.003 0.016 -0.001
Si 2.691 8.144 8.185 0.008 -0.008 0.012
Si 16.326 10.88 8.152 0.015 -0.02 -0.004
Si 2.729 13.621 8.153 0 0 -0.007
Si 5.455 16.319 8.095 -0.001 -0.013 -0.016
Si 8.168 2.701 8.174 -0.034 0.011 -0.004
Si 5.444 5.414 8.185 -0.008 0.005 0.016
Si 8.146 8.119 8.173 0.023 0.004 0.014
Si 5.436 10.892 8.192 -0.002 -0.013 0.009
Si 8.128 13.608 8.151 -0.013 0 0.006
Si 10.875 16.334 8.148 0.007 -0.013 -0.001
Si 13.603 2.746 8.155 -0.003 0.001 0.004
Si 10.891 5.417 8.171 -0.007 0.034 0.015
Si 13.59 8.145 8.151 0.011 -0.01 -0.014
Si 10.85 10.854 8.19 0.001 0.004 0.015
Si 13.598 13.6 8.203 -0.014 -0.001 0.018
Si 14.968 1.355 14.932 -0.003 -0.001 -0.004
Si 1.374 4.062 14.945 -0.005 -0.005 -0.013
Si 14.964 6.794 14.936 -0.002 -0.012 -0.009
Si 1.382 9.537 14.926 0.005 0.011 -0.011
Si 14.966 12.254 14.934 -0.011 -0.001 -0.006
Si 1.402 14.965 14.993 0.008 -0.009 -0.008
Si 4.102 1.358 14.999 -0.009 -0.014 -0.005
Si 6.783 4.05 14.988 0.01 -0.007 -0.003
Si 4.095 6.786 14.929 0.004 0.009 -0.013
Si 6.825 9.541 14.953 -0.017 0.018 -0.004
Si 4.099 12.295 14.989 0.002 -0.012 -0.009
Si 6.775 14.967 15.018 -0.008 -0.008 0
Si 9.484 1.323 14.992 -0.007 0.019 -0.002
Si 12.206 4.057 14.946 -0.014 0.012 -0.006
Si 9.508 6.777 14.962 0.026 -0.02 -0.004
Si 12.228 9.517 14.94 0.004 0.014 -0.001
Si 9.511 12.241 14.95 -0.004 -0.001 -0.007
Si 12.215 14.962 14.968 0.01 -0.005 -0.005
Si 13.6 16.332 16.291 -0.012 0.02 -0.017
Si 16.326 2.703 16.298 0.004 0.029 -0.014
Si 13.58 5.424 16.263 0.015 -0.008 0.004
Si 16.349 8.165 16.262 -0.02 0.014 0.01
Si 13.586 10.901 16.269 0.005 -0.013 -0.02
Si 16.35 13.579 16.31 0.006 -0.007 0.009
Si 2.785 16.307 16.381 -0.023 -0.009 0.001
Si 5.449 2.694 16.402 0.002 0.027 0.014
Si 2.753 5.414 16.284 0.002 -0.003 -0.005
Si 5.483 8.137 16.266 -0.012 -0.026 -0.013
Si 2.731 10.914 16.289 -0.014 0.024 -0.02
Si 5.415 13.654 16.43 -0.004 0.013 0
Si 8.107 16.323 16.403 0.01 -0.012 0.001
Si 10.86 2.677 16.32 0.01 -0.003 -0.005
Si 8.132 5.427 16.33 -0.011 0.024 -0.007
Si 10.865 8.156 16.301 -0.003 -0.009 0.013
Si 8.171 10.904 16.337 0.014 -0.01 -0.011
Si 10.82 13.62 16.328 0.01 -0.013 0
Si 14.962 14.95 17.601 0.024 -0.023 0.026
Si 1.414 1.388 17.65 0.011 0.022 0.004
Si 14.896 4.03 17.615 -0.04 -0.027 -0.032
Si 1.354 6.746 17.593 0.026 0.011 0.003
Si 15.032 9.599 17.58 0.007 0.032 -0.027
Si 1.406 12.253 17.714 -0.025 -0.031 -0.016
Si 4.075 14.996 17.905 0.01 0.017 0.003
Si 6.712 1.282 17.842 -0.025 -0.01 0.007
Si 4.137 4.142 17.715 -0.01 0.031 0.02
Si 6.804 6.814 17.71 0.01 0.001 -0.019
Si 4.122 9.522 17.546 0.013 0.017 -0.023
Si 6.862 12.315 17.708 -0.004 -0.01 0.028
Si 9.5 14.996 17.748 -0.005 0.013 -0.004
Si 12.258 1.358 17.691 0.026 0.011 -0.032
Si 9.441 3.996 17.65 0.008 -0.007 -0.015
Si 12.276 6.819 17.623 0.004 -0.018 -0.001
Si 9.463 9.458 17.683 0.008 -0.003 -0.015
Si 12.165 12.204 17.619 -0.009 -0.025 0.01
Si 16.365 16.306 18.922 0.008 -0.045 0.068
Si 2.742 2.797 19.011 -0.024 -0.064 -0.028
Si 16.236 5.403 18.91 0.035 0.02 0.03
Si 2.778 8.126 18.832 0.041 -0.007 0.004
Si 16.376 10.879 19.047 -0.028 0.006 -0.012
Si 2.676 13.594 19.207 -0.03 0.078 0.003
Si 5.398 16.322 19.437 0.028 0.015 0.003
Si 8.099 2.657 19.118 -0.008 0.045 0.015
Si 5.497 5.495 19.139 -0.012 -0.034 -0.004
Si 8.127 8.137 19.139 0.025 0.019 0.002
Si 5.504 10.847 18.902 0 -0.02 -0.014
Si 8.149 13.698 19.18 -0.041 -0.017 0.003
Si 10.912 16.348 19.071 -0.015 -0.045 -0.015
Si 13.602 2.698 19.084 0.012 0.022 0.008
Si 10.857 5.392 18.85 0.037 0.004 0.016
Si 13.725 8.227 18.9 -0.045 -0.005 0.049
Si 10.822 10.807 18.997 0.029 0.014 -0.015
Si 13.552 13.578 18.885 -0.012 0.027 -0.057
Si 15.039 17.604 20.325 -0.041 -0.058 -0.036
Si 1.28 4.101 20.277 -0.011 0.007 -0.012
Si 15.03 6.858 20.299 -0.001 0.009 -0.018
Si 1.468 9.399 20.253 -0.014 0.002 0.055
Si 14.901 12.273 20.261 0.009 -0.008 0.116
Si 1.13 14.913 20.503 -0.198 -0.363 -0.424
Si 3.964 1.607 20.628 0.054 -0.014 0.011
Si 6.809 4.086 20.53 -0.032 0.047 -0.01
Si 4.074 6.922 20.382 0.01 0.013 0.022
Si 6.724 9.55 20.458 -0.028 0.006 0.044
Si 4.203 12.155 20.311 0.033 -0.025 0.011
Si 6.87 14.931 20.866 0.02 0.003 0.004
Si 9.599 1.394 20.459 0.007 0.004 0.037
Si 12.188 4.143 20.315 0.01 -0.089 0.065
Si 9.547 6.659 20.32 -0.079 -0.012 0.068
Si 12.279 9.455 20.269 -0.028 0.009 0.033
Si 9.459 12.158 20.374 -0.001 0.014 0.056
Si 12.236 14.882 20.334 -0.017 0.022 0.032
Si 13.96 15.873 21.554 0.045 -0.036 0.048
Si 16.594 2.473 21.651 0.15 -0.01 0.056
Si 13.151 5.993 21.368 0.009 0.022 0.007
Si 16.935 7.582 21.538 0.035 0.008 -0.402
Si 13.419 11.019 21.567 0.485 -0.336 -0.26
Si 15.592 14.073 21.656 -0.076 0.036 -0.051
Si 2.194 17.303 22.097 -0.201 0.659 -0.377
Si 5.183 3.121 21.978 0.304 -0.312 -0.244
Si 2.254 5.901 21.407 -0.017 -0.038 0.069
Si 4.928 8.688 21.768 -0.087 0.086 -0.479
Si 3.188 10.43 21.492 -0.022 -0.021 0.026
Si 2.432 17.14 25.284 -0.022 0.135 -0.15
Si 8.399 16.49 22.07 0.004 -0.373 -0.684
Si 10.458 3.256 21.653 -0.153 0.228 -0.527
Si 8.656 4.942 21.709 0.232 -0.12 -0.556
Si 11.393 7.601 21.374 0.157 -0.132 -0.693
Si 7.777 11.207 21.769 -0.026 -0.02 -0.009
Si 11.159 13.198 21.596 -0.168 0.164 -0.738
Si 12.174 17.569 26.065 0.522 -0.166 0.289
Si 1.697 15.386 29.959 0.027 0.032 -0.11
Si 1.208 3.404 25.292 -0.078 -0.054 0.062
Si 15.003 10.686 23.261 -0.621 -0.189 -0.408
Si 5.246 9.076 24.771 0.026 -0.216 0.001
Si 13.754 16.958 23.62 -0.241 -0.349 -0.44
Si 11.616 14.939 31.344 -0.023 0.084 -0.006
Si 3.003 5.025 23.394 -0.158 0.447 -0.432
Si 14.649 7.7 27.816 0.147 0.022 0.051
Si 3.794 6.643 26.057 -0.4 0.109 0.428
Si 1.561 11.066 23.019 0.388 -0.03 -0.322
Si 5.836 12.922 21.856 0.292 -0.031 -0.397
Si 6.956 2.629 26.374 -0.044 0.013 -0.005
Si 7.606 12.764 25.287 -0.001 0.036 -0.237
Si 9.042 5.709 24.637 0.344 0.64 -0.277
Si 10.144 7.709 24.277 -0.328 -0.583 0.029
Si 7.369 14.861 27.221 -0.065 0.075 -0.1
Si 11.326 3.747 24.524 0.033 -0.091 -0.184
Si 9.546 7.762 31.883 -0.14 -0.066 -0.061
Si 15.116 11.975 32.278 0.157 0.056 0.114
Si 13.599 5.719 23.598 -0.034 0.158 -0.556
Si 7.769 7.637 2.862 -0.192 -0.227 0.417
Si 10.335 10.265 30.294 0.02 0.02 0.096
Si 11.299 13.402 26.358 -0.003 -0.046 -0.124
Si 15.119 3.14 29.172 -0.039 0.045 -0.024
Si 2.629 3.296 31.589 -0.576 -0.442 -0.117
Si 2.745 11.601 26.846 -0.234 0.236 0.124
Si 15.689 13.528 29.669 -0.033 0.085 -0.102
Si 4.834 7.254 32.121 -0.025 -0.208 0.025
Si 2.394 8.87 32.763 -0.198 0.384 0.487
Si 10.695 12.151 32.495 0.148 -0.293 0.402
Si 16.673 5.402 27.596 0.44 0.267 0.304
Si 9.012 10.484 23.72 -0.317 0.095 -0.491
Si 9.292 17.373 27.4 0.144 0.126 0.045
Si 14.031 9.163 32.765 -0.338 0.007 0.55
Si 6.215 13.455 29.57 -0.03 -0.124 -0.039
Si 9.59 14.484 24.011 0.046 -0.029 0.063
Si 3.566 5.677 29.749 -0.271 0.133 -0.344
Si 12.244 3.948 30.378 0.094 -0.031 0.566
Si 5.851 5.159 27.825 -0.19 0.077 -0.025
Si 12.91 14.698 28.706 0.038 -0.011 -0.01
Si 6.387 1.772 1.183 -0.023 -0.093 -0.038
Si 1.878 12.924 28.514 0.283 -0.162 -0.437
Si 15.955 15.754 25.457 -0.115 0.152 0.01
Si 16.281 7.228 32.447 -0.033 -0.074 0.128
Si 16.808 8.79 24.367 0.037 -0.101 -0.025
Si 8.006 11.751 31.3 0.113 0.043 -0.003
Si 12.854 4.576 32.49 -0.155 -0.242 -0.554
Si 8.28 6.649 27.422 -0.079 -0.214 -0.048
Si 5.107 10.714 28.57 -0.073 0.026 0.023
Si 9.878 5.64 29.627 0.102 -0.002 0.14
Si 4.69 12.083 24.62 -0.048 0.106 -0.048
Si 6.351 1.959 23.578 -0.37 0.269 -0.238
Si 14.066 7.07 30.782 -0.051 -0.096 -0.16
Si 3.172 11.066 30.78 -0.156 -0.014 -0.111
Si 7.352 9.526 27.075 -0.166 -0.016 -0.201
Si 8.04 2.492 32.659 -0.2 0.479 0.451
Si 9.637 2.757 29.925 -0.034 -0.047 -0.082
Si 10.023 10.942 27.464 0.033 -0.007 0.017
Si 14.022 17.1 27.456 -0.428 0.269 -0.399
Si 12.853 8.198 25.311 0.097 -0.178 -0.125
Si 13.93 14.609 33.037 -0.335 0.144 0.501
Si 11.592 10.836 24.961 0.074 0.045 0.06
Si 17.329 18.055 30.846 0.453 0.592 0.031
Si 17.224 9.04 27.234 0.083 -0.047 0.063
Si 5.342 16.578 25.803 0.021 0.041 -0.029
Si 15.303 3.165 23.5 0.3 0.002 -0.484
Si 6.906 9.367 32.613 0.003 -0.015 0.168
Si 2.33 6.636 27.976 0.083 -0.337 -0.098
Si 16.124 13.242 23.793 -0.118 0.294 -0.486
Si 4.33 14.977 31.359 -0.077 0.058 0.136
Si 4.307 12.743 33.221 0.45 -0.288 0.419
Si 14.953 1.371 9.519 -0.025 -0.015 0
Si 1.373 4.074 9.502 -0.007 0.002 -0.006
Si 14.96 6.797 9.516 0.01 0.018 -0.003
Si 1.351 9.524 9.534 -0.007 0.02 0.006
Si 14.967 12.227 9.53 -0.006 0.001 0.002
Si 1.375 14.977 9.521 0.012 -0.001 -0.001
Si 4.106 1.347 9.493 0.002 0.004 -0.005
Si 6.811 4.064 9.535 0.014 0.021 0.018
Si 4.075 6.788 9.529 0.002 -0.003 0.001
Si 6.806 9.515 9.527 0.01 0.003 0
Si 4.07 12.256 9.53 -0.019 0.006 0.009
Si 6.78 14.969 9.507 -0.011 -0.016 -0.001
Si 9.511 1.337 9.533 0.001 -0.007 0.002
Si 12.256 4.085 9.539 0.021 0.007 0.003
Si 9.513 6.768 9.528 -0.028 -0.026 0.011
Si 12.239 9.505 9.526 0 0.006 -0.007
Si 9.492 12.243 9.518 0.014 -0.011 -0.003
Si 12.231 14.979 9.529 0.021 0.01 0.01
Si 13.599 16.33 10.889 0.008 -0.001 0.006
Si 16.329 2.72 10.874 -0.003 0.002 0.002
Si 13.612 5.441 10.892 -0.001 0.004 0.002
Si 16.311 8.159 10.882 -0.014 0.005 -0.001
Si 13.597 10.874 10.882 0.015 -0.012 0.002
Si 16.329 13.605 10.875 -0.004 -0.009 -0.003
Si 2.742 16.327 10.873 -0.001 -0.005 0
Si 5.451 2.695 10.878 0.012 -0.016 -0.004
Si 2.722 5.423 10.884 -0.005 0 -0.003
Si 5.442 8.157 10.886 -0.013 0.014 0.001
Si 2.719 10.887 10.886 0 -0.006 0.001
Si 5.432 13.615 10.883 -0.015 0.008 0.01
Si 8.148 16.304 10.887 0.013 -0.001 0.009
Si 10.876 2.711 10.878 0.002 0.001 -0.01
Si 8.156 5.425 10.898 0.005 0.002 0.005
Si 10.875 8.143 10.876 0.016 0.005 -0.01
Si 8.151 10.883 10.891 -0.008 0.011 0.006
Si 10.862 13.603 10.875 -0.003 -0.003 -0.002
Si 14.969 14.965 12.239 -0.007 0 0.01
Si 1.372 1.352 12.233 0.011 -0.006 -0.003
Si 14.97 4.077 12.241 -0.009 0.013 0
Si 1.367 6.8 12.232 -0.013 0.008 -0.005
Si 14.95 9.514 12.24 0.009 0 0.005
Si 1.367 12.253 12.245 0.005 0.005 0
Si 4.09 14.979 12.251 -0.011 -0.009 0.001
Si 6.805 1.35 12.255 -0.01 -0.001 0.003
Si 4.082 4.051 12.234 -0.002 -0.003 -0.008
Si 6.799 6.792 12.252 0.015 -0.009 0.002
Si 4.093 9.536 12.242 -0.01 0.01 0
Si 6.787 12.25 12.244 -0.004 0.004 0.002
Si 9.496 14.943 12.252 -0.002 -0.007 0.003
Si 12.224 1.353 12.25 0.003 0.011 0.002
Si 9.51 4.057 12.247 -0.002 0.009 -0.004
Si 12.231 6.787 12.241 0.007 0.003 0
Si 9.524 9.518 12.232 0.014 -0.003 -0.003
Si 12.238 12.249 12.229 0.007 -0.007 -0.006
Si 16.347 16.307 13.605 0 0.005 -0.004
Si 2.732 2.691 13.608 -0.022 -0.007 -0.008
Si 16.336 5.436 13.593 0.024 0.008 0.004
Si 2.738 8.164 13.581 0.007 0.006 -0.01
Si 16.317 10.882 13.582 -0.02 -0.013 0.002
Si 2.735 13.618 13.604 0 0.01 0.003
Si 5.45 16.325 13.627 0.014 0.016 -0.002
Si 8.157 2.705 13.624 0.018 0.007 -0.004
Si 5.441 5.404 13.594 -0.023 -0.012 -0.001
Si 8.17 8.161 13.599 0 0.021 0.009
Si 5.439 10.905 13.621 0.007 0.008 0.001
Si 8.126 13.603 13.628 -0.009 -0.029 -0.006
Si 10.85 16.307 13.607 -0.02 -0.015 0.001
Si 13.594 2.718 13.591 0.01 -0.002 0.009
Si 10.862 5.424 13.592 0 -0.011 -0.016
Si 13.588 8.15 13.592 -0.016 0 0.003
Si 10.879 10.889 13.587 0.021 0.018 -0.007
Si 13.591 13.618 13.595 0.021 -0.002 -0.009
O 10.399 12.526 27.393 -0.22 0.453 0.235
O 2.299 9.954 31.555 -0.272 -0.229 -0.287
O 5.374 5.008 1.456 0.3 0.308 -0.08
O 11.261 2.707 30.016 0.26 -0.646 -0.282
O 4.803 4.884 29.024 0.07 -0.432 0.218
O 16.493 14.852 30.191 -0.282 0.335 0.119
O 1.879 15.744 21.724 0.031 -0.075 0.277
O 9.316 15.924 23.324 0.323 0.483 0.011
O 9.237 17.852 28.956 0.012 -0.443 0.177
O 12.787 9.75 24.737 0.213 0.302 -0.117
O 16.827 7.69 23.192 -0.299 -0.304 0.258
O 8.414 10.716 27.385 -0.144 0.293 0.135
O 12.356 12.183 22.04 0.061 0.11 0.465
O 5.448 8.336 23.319 0.135 -0.326 0.048
O 3.741 16.453 25.929 -0.256 -0.391 0.112
O 8.089 13.837 24.149 -0.464 0.219 -0.198
O 5.089 5.79 26.548 0.426 -0.224 -0.424
O 13.933 2.268 23.443 -0.555 0.345 0.16
O 6.046 12.407 25.426 0.024 0.107 0.468
O 10.998 2.901 23.176 0.167 -0.329 0.201
O 8.229 5.357 23.263 -0.512 -0.051 0.21
O 11.044 7.876 22.939 -0.005 0.009 0.176
O 10.693 3.005 0.289 0.136 -0.366 -0.019
O 4.319 10.32 29.918 0.069 -0.379 0.032
O 15.458 15.126 32.935 -0.011 -0.317 -0.052
O 1.794 10.969 0.701 -0.052 -0.436 -0.054
O 17.187 4.592 26.294 -0.017 0.046 -0.102
O 13.847 3.548 33.276 0.127 -0.055 -0.245
O 9.017 8.908 24.189 -0.516 -0.036 -0.147
O 2.289 12.024 29.831 -0.118 0.059 -0.025
O 17.028 17.132 32.141 0.181 -0.261 0.248
O 1.149 16.248 25.626 0.24 0 0.464
O 3.532 15.39 0.268 -0.578 0.256 0.098
O 12.35 4.953 24.268 -0.38 0.182 0.04
O 2.708 4.625 30.652 -0.443 -0.01 0.092
O 13.6 5.799 31.682 0.262 -0.047 0.087
O 6.846 10.756 31.792 -0.606 0.226 -0.03
O 15.444 8.423 33.181 0.289 0.128 0.771
O 16.394 10.742 22.336 0.039 -0.14 -0.665
O 16.107 4.313 28.662 0.221 -0.057 0.476
O 5.689 16.945 24.259 0.04 -0.466 -0.477
O 13.371 16.252 28.682 -0.307 0.23 0.486
O 0.339 13.271 0.586 0.272 0.322 0.002
O 16.563 12.901 28.454 -0.357 -0.481 -0.621
O 13.367 8.311 31.552 -0.806 0.206 -0.203
O 12.065 12.337 25.371 0.305 0.157 -0.135
O 16.133 2.719 24.837 -0.186 -0.554 0.481
O 4.096 2.597 31.51 0.208 0.224 -0.299
O 4.046 10.767 27.355 -0.029 -0.243 0.034
O 4.885 12.942 23.246 -0.195 0.381 -0.071
O 6.615 2.063 32.018 0 0.033 -0.462
O 11.461 5.314 29.865 0.164 0.478 -0.003
O 14.383 10.571 32.071 -0.03 -0.109 -0.383
O 4.183 6.807 30.728 -0.034 0.437 -0.166
O 3.328 12.346 25.491 -0.179 0.4 -0.307
O 3.331 6.001 24.64 -0.002 0.115 -0.175
O 8.899 15.017 33.316 0.042 -0.484 -0.588
O 6.582 3.808 27.377 0.097 -0.317 0.284
O 1.298 12.55 23.662 0.4 0.465 -0.092
O 10.522 13.689 22.993 -0.028 -0.007 0.221
O 10.383 8.784 30.945 0.117 -0.128 -0.166
O 15.708 12.463 30.875 0.304 -0.476 -0.249
O 5.157 7.76 0.69 -0.052 -0.077 0.202
O 6.76 2.972 24.797 -0.087 0.336 -0.221
O 6.209 9.597 28.219 -0.124 -0.3 0.437
O 9.97 4.444 25.035 -0.067 -0.44 0.356
O 4.852 14.065 30.146 -0.301 0 -0.212
O 10.387 14.401 25.432 0.103 0.256 0.368
O 2.195 2.296 25.94 0.288 0.013 0.456
O 4.804 14.231 32.73 0.435 0.441 0.307
O 15.34 9.486 24.317 -0.484 -0.313 0.591
O 13.524 8.171 26.771 -0.196 0.407 0.201
O 5.827 12.159 28.693 0.279 0.02 -0.376
O 5.463 13.693 1.068 -0.01 -0.248 -0.403
O 15.097 9.685 0.02 0.498 0.207 -0.324
O 16.159 5.896 33.346 -0.422 -0.473 -0.158
O 13.7 7.162 24.363 0.292 0.333 -0.239
O 7.286 13.054 30.708 0.208 0.258 0.145
O 2.316 3.67 33.148 -0.11 -0.05 -0.12
O 1.603 16.997 29.726 0.213 0.15 -0.509
O 15.017 12.077 24.11 -0.359 0.257 0.3
O 15.683 7.035 30.966 0.475 -0.159 -0.602
O 8.254 8.224 27.21 0.669 -0.022 -0.078
O 11.692 14.578 29.775 -0.593 -0.184 -0.155
O 1.497 7.613 32.282 0.137 -0.458 -0.354
O 6.065 8.239 31.84 0.082 0.111 -0.723
O 7.971 13.467 26.683 0.555 -0.413 0.384
O 2.604 17.318 23.679 0.469 0.161 -0.012
O 16.06 14.188 25.101 0.042 -0.234 0.585
O 12.518 16.729 24.677 -0.366 -0.576 0.002
O 15.106 16.066 26.792 0.195 -0.183 0.08
O 10.722 10.255 26.191 -0.254 -0.391 -0.085
O 8.139 5.932 25.97 -0.372 -0.35 0.279
O 12.364 14.252 27.239 -0.001 0.046 -0.388
O 1.488 10.513 26.864 -0.386 0.187 -0.105
O 8.839 10.892 30.217 -0.364 -0.225 -0.362
O 14.179 13.812 29.179 -0.01 -0.356 0.161
O 3.9 11.951 31.891 0.344 -0.009 -0.038
O 9.246 6.483 30.892 -0.254 -0.085 -0.006
O 3.844 8.191 32.984 0.212 0.097 0.527
O 9.059 12.164 32.452 -0.37 0.234 0.266
O 13.686 3.74 29.641 0.081 0.299 -0.082
O 1.951 8.245 28.188 0.083 0.414 0.245
O 5.252 5.929 32.968 -0.165 -0.259 -0.519
O 15.184 16.472 24.236 0.411 0.032 -0.193
O 13.973 13.009 32.757 -0.315 -0.418 0.359
O 7.01 6.18 28.312 0.05 0.086 0.697
O 10.79 17.139 26.822 0.004 -0.451 0.301
O 6.396 11.274 1.572 0.349 -0.338 -0.349
O 17.092 8.188 25.834 -0.143 -0.36 -0.149
O 15.915 2.385 30.362 -0.122 -0.117 0.186
O 8.498 2.18 26.557 0.306 0.384 -0.302
O 8.506 8.35 1.551 -0.176 0.012 -0.224
O 14.827 2.082 27.983 0.324 -0.099 -0.28
O 14.916 4.744 23.713 0.485 0.328 0.273
O 15.419 6.381 27.261 -0.305 -0.133 -0.195
O 5.921 17.756 26.75 -0.182 0.088 0.62
O 6.103 15.234 26.264 -0.119 -0.503 -0.339
O 4.318 4.223 22.86 0.096 -0.099 0.048
O 10.761 10.263 28.745 0.598 -0.29 0.002
O 10.561 16.144 31.656 -0.213 0.259 -0.717
O 10.319 7.172 33.178 0.147 0.111 0.091
O 10.613 10.85 23.655 0.263 0.383 -0.665
O 2.714 15.106 31.21 -0.121 -0.349 0.282
O 11.201 13.663 32.245 -0.126 0.018 0.266
O 11.297 7.734 25.434 -0.254 -0.049 0.676
O 11.946 2.803 25.664 0.281 0.394 0.192
O 13.098 15.364 31.852 0.331 0.635 -0.384
O 1.906 3.963 23.949 -0.205 -0.233 -0.365
O 8.432 11.433 24.915 0.084 0.005 0.434
O 1.656 9.902 24.162 0.465 -0.209 0.302
O 9.014 2.781 31.406 0.202 0.183 -0.165
O 11.227 11.238 31.241 0.506 0.048 -0.196
O 6.581 9.422 25.634 0.441 0.072 -0.08
O 6.882 14.637 28.721 0.064 0.428 0.302
O 8.821 17.566 33.343 0.07 -0.014 0.555
O 4.263 8.17 25.689 -0.197 0.333 0.301
O 5 16.44 31.278 0.471 0.163 -0.263
O 7.64 17.761 22.751 0.024 0.493 0.043
O 4.618 10.498 24.32 -0.455 -0.144 -0.14
O 13.877 7.273 29.192 -0.521 -0.08 0.023
O 15.751 8.919 27.943 -0.081 0.502 0.28
O 2.283 14.503 28.715 0.462 0.291 -0.619
O 8.506 15.986 27.228 0.298 -0.164 -0.207
O 8.378 8.673 32.574 0.152 -0.041 0.5
O 9.161 4.204 29.371 -0.408 -0.1 -0.252
O 9.658 6.409 28.228 0.57 0.17 -0.047

Results
total energy: -102958.235 eV
total energy less fixed offsets of O -438.35, Si -107.03 eV per atom: 10.015 eV
